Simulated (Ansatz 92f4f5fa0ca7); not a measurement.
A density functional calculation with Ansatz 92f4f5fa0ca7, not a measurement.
Periodic cell of 279 atoms, Si197O82, from a study of silicon, its oxide and their interface. The atomic structure is a simulated model.

Settings: functional PBE; potential files Ansatz PAW; basis plane waves; wave-function cutoff 700 eV; density cutoff ratio 5; exchange-correlation grid ratio 1; k mesh 2 x 2 x 1, shifted by 0.5 0.5 0.5 of a step; self-consistency stop 5e-08 eV per atom in the density residual; occupations fixed; spin none; net charge 0.

Cell vectors (angstrom)
a, 10.938, 0, 0
b, 0, 10.938, 0
c, 0, 0, 42.1187

Atoms: element, x, y, z (angstrom)
Si, 0, 0, 40.0667
Si, 5.469, 0, 40.0667
Si, 2.7345, 2.7345, 40.0667
Si, 8.2035, 2.7345, 40.0667
Si, 0, 5.469, 40.0667
Si, 5.469, 5.469, 40.0667
Si, 2.7345, 8.2035, 40.0667
Si, 8.2035, 8.2035, 40.0667
Si, 1.3673, 1.3673, 41.434
Si, 6.8362, 1.3673, 41.434
Si, 4.1018, 4.1018, 41.434
Si, 9.5708, 4.1018, 41.434
Si, 1.3673, 6.8362, 41.434
Si, 6.8362, 6.8362, 41.434
Si, 4.1018, 9.5708, 41.434
Si, 9.5708, 9.5708, 41.434
Si, 2.7345, 0, 37.3322
Si, 8.2035, 0, 37.3322
Si, 0, 2.7345, 37.3322
Si, 5.469, 2.7345, 37.3322
Si, 2.7345, 5.469, 37.3322
Si, 8.2035, 5.469, 37.3322
Si, 0, 8.2035, 37.3322
Si, 5.469, 8.2035, 37.3322
Si, 4.1018, 1.3673, 38.6995
Si, 9.5708, 1.3673, 38.6995
Si, 1.3673, 4.1018, 38.6995
Si, 6.8362, 4.1018, 38.6995
Si, 4.1018, 6.8362, 38.6995
Si, 9.5708, 6.8362, 38.6995
Si, 1.3673, 9.5708, 38.6995
Si, 6.8362, 9.5708, 38.6995
Si, 0, 0, 3.417
Si, 5.469, 0, 3.417
Si, 2.7345, 2.7345, 3.417
Si, 8.2035, 2.7345, 3.417
Si, 0, 5.469, 3.417
Si, 5.469, 5.469, 3.417
Si, 2.7345, 8.2035, 3.417
Si, 8.2035, 8.2035, 3.417
Si, 1.3673, 1.3673, 4.7843
Si, 6.8362, 1.3673, 4.7843
Si, 4.1018, 4.1018, 4.7843
Si, 9.5708, 4.1018, 4.7843
Si, 1.3673, 6.8362, 4.7843
Si, 6.8362, 6.8362, 4.7843
Si, 4.1018, 9.5708, 4.7843
Si, 9.5708, 9.5708, 4.7843
Si, 2.7345, 0, 0.6825
Si, 8.2035, 0, 0.6825
Si, 0, 2.7345, 0.6825
Si, 5.469, 2.7345, 0.6825
Si, 2.7345, 5.469, 0.6825
Si, 8.2035, 5.469, 0.6825
Si, 0, 8.2035, 0.6825
Si, 5.469, 8.2035, 0.6825
Si, 4.1018, 1.3673, 2.0497
Si, 9.5708, 1.3673, 2.0497
Si, 1.3673, 4.1018, 2.0497
Si, 6.8362, 4.1018, 2.0497
Si, 4.1018, 6.8362, 2.0497
Si, 9.5708, 6.8362, 2.0497
Si, 1.3673, 9.5708, 2.0497
Si, 6.8362, 9.5708, 2.0497
Si, 0.492, 10.3385, 29.3846
Si, 4.9738, 0.5193, 28.9937
Si, 3.0542, 2.2089, 29.1171
Si, 7.8848, 3.222, 29.0882
Si, 10.4906, 5.9116, 29.5834
Si, 6.0364, 4.9157, 29.2151
Si, 2.4022, 8.7314, 29.3518
Si, 8.7136, 7.5182, 29.2907
Si, 1.4368, 1.2344, 30.545
Si, 6.8162, 1.4208, 30.2715
Si, 4.1541, 3.9645, 30.3525
Si, 9.4956, 4.0901, 30.6278
Si, 1.4181, 6.9262, 30.5695
Si, 6.8942, 6.6931, 30.5316
Si, 4.1387, 9.7464, 30.5208
Si, 9.6103, 9.3788, 30.5124
Si, 2.7869, 0.0121, 32.0262
Si, 8.1907, -0.024, 31.6646
Si, 0.0243, 2.6711, 31.8025
Si, 5.4957, 2.6824, 31.8404
Si, 2.8063, 5.4151, 31.7354
Si, 8.1807, 5.4232, 32.0487
Si, 0.0241, 8.1663, 32.0262
Si, 5.4939, 8.2016, 31.7384
Si, 4.1592, 1.3845, 33.304
Si, 9.5543, 1.3136, 33.1413
Si, 1.402, 4.0796, 33.1512
Si, 6.7884, 4.0452, 33.2989
Si, 4.1266, 6.8193, 33.1416
Si, 9.593, 6.7891, 33.3449
Si, 1.3852, 9.5692, 33.3298
Si, 6.8617, 9.5628, 33.1302
Si, -0.0186, 0.0135, 34.6063
Si, 5.5111, -0.0405, 34.5897
Si, 2.7507, 2.7561, 34.5998
Si, 8.2121, 2.6785, 34.5826
Si, 0.0462, 5.4059, 34.614
Si, 5.4512, 5.477, 34.6
Si, 2.7637, 8.1537, 34.5944
Si, 8.2038, 8.2208, 34.5919
Si, 1.3666, 1.3827, 35.958
Si, 6.8436, 1.3436, 35.9678
Si, 4.0945, 4.1206, 35.9759
Si, 9.5682, 4.0706, 35.9579
Si, 1.3762, 6.8169, 35.9687
Si, 6.8343, 6.8446, 35.9571
Si, 4.1107, 9.5543, 35.956
Si, 9.5663, 9.5768, 35.9708
Si, 2.7472, 0.0022, 6.1517
Si, 8.1889, 0.0128, 6.1513
Si, -0.0094, 2.7497, 6.1558
Si, 5.48, 2.7329, 6.1578
Si, 2.7204, 5.4843, 6.1569
Si, 8.2109, 5.453, 6.1461
Si, 0.0194, 8.2063, 6.1565
Si, 5.4582, 8.2238, 6.1485
Si, 4.1132, 1.3657, 7.526
Si, 9.525, 1.4106, 7.5148
Si, 1.3415, 4.1303, 7.5314
Si, 6.8563, 4.0889, 7.532
Si, 4.0748, 6.8791, 7.5129
Si, 9.5767, 6.8261, 7.4943
Si, 1.3922, 9.5796, 7.5303
Si, 6.7775, 9.6312, 7.5203
Si, -0.0207, 0.0387, 8.7999
Si, 5.4458, 0.0504, 9.0018
Si, 2.7428, 2.7523, 8.837
Si, 8.1693, 2.7204, 8.9945
Si, -0.0314, 5.482, 8.9421
Si, 5.4637, 5.4948, 8.8033
Si, 2.7734, 8.2578, 8.9684
Si, 8.1595, 8.2107, 8.7577
Si, 1.3381, 1.4038, 10.1618
Si, 6.7825, 1.3973, 10.465
Si, 4.1464, 4.1185, 10.1675
Si, 9.5186, 4.1225, 10.3516
Si, 1.3751, 6.8688, 10.2736
Si, 6.7906, 6.8972, 10.1404
Si, 4.1174, 9.6335, 10.4417
Si, 9.4993, 9.5947, 10.0631
Si, 2.6352, 0.1261, 11.6845
Si, 8.2127, -0.1247, 11.6372
Si, 0.0311, 2.7429, 11.6249
Si, 5.3928, 2.8876, 11.7977
Si, 2.8175, 5.4842, 11.5346
Si, 8.0509, 5.5408, 11.5811
Si, -0.0741, 8.3001, 11.4498
Si, 5.5952, 8.2206, 11.7159
Si, 3.4938, 1.9764, 12.9266
Si, 10.0055, 0.8877, 12.7365
Si, 1.7952, 3.8129, 12.826
Si, 6.2835, 4.7968, 13.0213
Si, 4.4827, 6.505, 12.877
Si, 9.2483, 7.184, 12.7297
Si, 0.7443, 10.0858, 12.7503
Si, 7.4943, 8.9705, 13.0461
O, 6.8419, 4.6912, 14.605
O, 7.2335, 9.2962, 14.6652
O, 10.0851, 6.3835, 13.9441
O, 0.8178, 9.5156, 14.2945
O, 3.83, 1.4163, 14.4534
O, 1.2925, 4.6558, 14.2043
O, 9.4744, 1.1651, 14.2982
O, 3.7956, 7.1195, 14.2715
O, 8.3179, 7.5192, 27.6532
O, 8.5343, 2.8948, 27.5679
O, 5.6374, 5.5648, 27.7359
O, 2.1426, 2.6322, 27.7506
O, 10.729, 10.8652, 27.9779
O, -0.0361, 5.2765, 28.1078
O, 3.3198, 8.436, 27.9625
O, 5.4641, 0.0457, 27.4366
Si, 10.7371, 5.0988, 14.7075
Si, 0.8696, 9.1831, 15.8719
Si, 3.7563, 7.7508, 15.7691
Si, 3.1797, 8.1744, 22.2498
Si, 0.1567, 8.488, 22.4153
Si, 2.2843, 3.4858, 26.3599
Si, 10.6141, 8.1509, 19.4421
Si, 8.9329, 2.379, 26.0609
Si, 3.6211, 1.0645, 18.6304
Si, 4.7417, 1.5023, 15.7935
Si, 6.8145, 3.7658, 15.9599
Si, 10.0856, 6.7913, 17.0391
Si, 0.4434, 5.9074, 26.7042
Si, 8.3726, 5.5222, 21.2209
Si, 4.8347, 5.3224, 26.3503
Si, 4.3791, 6.7489, 18.3684
Si, 8.2284, 7.8778, 23.3809
Si, 5.0077, 0.5042, 25.915
Si, 7.3768, 5.9688, 18.1549
Si, 10.6731, 0.7621, 17.4446
Si, 5.7163, 9.8369, 23.1729
Si, 1.2819, 1.9014, 19.967
Si, 2.9265, 7.7712, 26.5264
Si, 0.4856, 2.8148, 24.2669
Si, 2.632, 9.1772, 19.395
Si, 9.4728, 2.4179, 15.334
Si, 6.0009, 3.4719, 21.7931
Si, 10.3037, 10.5874, 26.4431
Si, 6.1987, 3.1543, 24.8337
Si, 0.4502, 4.3612, 21.5722
Si, 8.2207, 10.1451, 18.4952
Si, 8.9991, 7.6474, 26.1703
Si, 6.3328, 9.7251, 15.9656
Si, 2.283, 10.447, 25.1436
Si, 1.0886, 0.3921, 22.6107
Si, 6.1744, 0.654, 20.4905
Si, 3.4878, 5.356, 20.9442
O, 5.8888, 0.3475, 15.7809
O, 7.44, 10.8263, 19.774
O, 7.9988, 2.6478, 15.9689
O, 7.1697, 9.0878, 23.0871
O, 4.0526, 6.7153, 25.9713
O, 5.87, 4.72, 25.234
O, 0.1593, 1.4712, 23.3982
O, 3.9344, 6.4962, 16.8156
O, 3.7485, 1.3511, 17.0531
O, 7.9214, 7.4543, 24.9481
O, 8.4428, 6.7181, 17.1422
O, 8.0226, 6.8156, 22.1638
O, 3.7484, 4.1358, 26.5193
O, 9.2556, 9.0129, 19.1063
O, 0.5384, 4.0186, 23.1707
O, 9.9537, 5.1276, 21.3908
O, 1.287, 4.7329, 26.0077
O, 6.9332, 4.6102, 17.3537
O, 7.7798, 2.8386, 25.0119
O, 10.091, 6.4546, 25.8954
O, 3.778, 6.7221, 21.7982
O, 10.692, 7.7719, 21.0115
O, 1.717, 1.0103, 21.2587
O, 9.1641, 0.754, 26.0508
O, 0.1335, 10.0951, 22.1883
O, 0.3526, 1.123, 18.8948
O, 4.9884, 8.802, 15.9913
O, 5.4093, 2.0767, 25.7702
O, 9.8162, 3.7711, 14.4892
O, 9.1352, 0.2829, 17.6914
O, 0.6425, 10.5719, 16.6957
O, 6.0129, 6.8221, 18.4496
O, 3.3762, 0.407, 25.9385
O, 4.5867, 4.207, 21.3666
O, 1.4652, 7.1509, 26.8753
O, 4.42, 8.828, 23.1009
O, 1.9455, 2.5948, 25.0201
O, 7.1591, 9.5599, 17.3809
O, 8.064, 5.7285, 19.6218
O, 3.7673, 8.1972, 18.7838
O, 2.7216, 8.8969, 25.3814
O, -0.1982, 5.4965, 16.2919
O, 1.0802, 8.8547, 19.0378
O, 2.7262, 2.2839, 19.2814
O, 0.3709, 3.1208, 20.5212
O, 9.8463, 8.206, 23.426
O, 10.6094, 6.7658, 18.5835
O, 2.7891, 10.6343, 18.763
O, 1.6539, 7.9744, 22.9184
O, 5.7504, 2.9156, 23.2999
O, 5.6927, -0.1125, 21.8585
O, 5.403, 2.9759, 15.9271
O, 2.3274, -0.126, 23.5492
O, 5.627, 10.6011, 24.6419
O, 9.69, 9.1217, 26.1589
O, 1.8948, 5.0603, 21.2012
O, 2.8789, 9.1739, 20.9984
O, 10.2914, 3.029, 25.4288
O, -0.3498, 8.1639, 16.2964
O, 2.3422, 8.5067, 16.1082
O, 5.0379, 0.7719, 19.3389
O, 3.7487, 5.6113, 19.3467
O, 7.3176, 4.4184, 21.777
O, 10.5701, 2.1053, 16.5069
O, 6.456, 2.2127, 20.8651
O, 0.7551, 10.7196, 25.6051

Results
free energy: -171887.978 eV
free energy less fixed offsets of O -569.03, Si -635.61 eV per atom: -12.348 eV

Forces (eV/angstrom), in the order of the atoms: element, x, y, z
Si, -0.0232, 0.0141, 0.0018
Si, 0.0066, -0.016, -0.0028
Si, -0.024, 0.0016, -0.0029
Si, 0.021, -0.0002, -0.003
Si, 0.0095, -0.0131, 0.0033
Si, -0.0136, 0.0184, -0.0015
Si, 0.0175, -0.0086, 0.0001
Si, -0.0223, 0.0093, -0.0011
Si, 0.0114, -0.0115, -0.0021
Si, -0.0063, 0.0053, 0.0008
Si, 0.0103, -0.0047, -0.0058
Si, -0.0051, 0.0094, 0.0051
Si, -0.0098, 0.0071, 0.0025
Si, 0.0147, -0.0122, -0.0027
Si, -0.0108, 0.0091, 0.0047
Si, 0.0168, -0.0134, -0.0044
Si, 0.0049, -0.0364, -0.184
Si, 0.0312, -0.0379, 0.1719
Si, 0.0068, -0.0389, 0.0951
Si, 0.0274, -0.0217, -0.1206
Si, -0.01, 0.0141, 0.2338
Si, 0.0378, -0.0273, -0.1751
Si, 0.0252, -0.0497, -0.0877
Si, 0.0213, -0.0326, 0.0568
Si, 0.0045, 0.0057, -0.0094
Si, 0.0287, -0.0315, 0.0051
Si, -0.0073, 0.0229, 0.0036
Si, 0.0023, -0.0107, -0.0059
Si, -0.0053, -0.0089, 0.0054
Si, 0.0248, -0.015, -0.004
Si, 0.0067, -0.0082, -0.005
Si, 0.0237, -0.0105, 0.0005
Si, -0.0093, 0.0093, 0.0038
Si, -0.0151, 0.0123, -0.0002
Si, -0.0191, 0.0136, 0.008
Si, 0.001, -0.0075, -0.0031
Si, -0.0258, 0.0147, -0.0036
Si, -0.0233, 0.0194, 0.0066
Si, -0.0098, 0.015, -0.0047
Si, 0.0177, -0.0248, 0.008
Si, -0.0358, 0.0314, 0.1258
Si, -0.0271, 0.0541, -0.1119
Si, -0.0176, 0.0397, 0.1695
Si, 0.0392, 0.0029, -0.1608
Si, -0.0203, 0.0307, -0.1083
Si, -0.0105, 0.0285, 0.133
Si, -0.0591, 0.0323, -0.15
Si, 0.0039, 0.0277, 0.1531
Si, -0.0107, 0.0125, 0.0049
Si, 0.0134, -0.0097, -0.0038
Si, 0.003, -0.0074, -0.0029
Si, -0.0139, 0.0096, 0.0047
Si, 0.0039, -0.0045, -0.004
Si, -0.0107, 0.0119, 0.0037
Si, -0.0127, 0.0104, 0.002
Si, 0.0067, -0.0115, -0.0028
Si, 0.0147, -0.0184, 0.0016
Si, -0.0101, 0.0122, -0.0008
Si, -0.0034, 0.0163, 0.0012
Si, 0.0252, -0.0056, 0.0038
Si, -0.0094, 0.0104, -0.0003
Si, 0.0196, -0.0107, -0.0039
Si, 0.0073, -0.0228, 0.0002
Si, -0.0108, 0.0173, 0.0043
Si, 0.0244, -0.0208, -0.0453
Si, -0.044, -0.0024, -0.0534
Si, -0.0025, -0.0302, -0.0496
Si, -0.0098, 0.0433, -0.0485
Si, -0.0508, 0.0022, -0.0407
Si, 0.0529, 0.0018, -0.0508
Si, -0.0041, 0.0465, -0.0507
Si, 0.0406, -0.0463, -0.059
Si, 0.0368, -0.0155, -0.0305
Si, -0.0254, 0.0152, 0.0293
Si, 0.0173, -0.0048, 0.0065
Si, -0.0353, -0.0003, -0.0324
Si, -0.035, 0.0266, -0.0024
Si, 0.0257, -0.0133, 0.0019
Si, -0.019, 0.027, -0.0235
Si, 0.0121, -0.0239, 0.004
Si, 0.0025, -0.0015, -0.0165
Si, -0.0058, 0.0091, 0.0433
Si, -0.0011, 0.0023, 0.0775
Si, -0.0001, -0.0012, -0.0247
Si, 0.0123, -0.0142, 0.0551
Si, -0.0108, -0.0055, -0.01
Si, 0.0006, 0.0034, -0.0142
Si, 0.0059, -0.0071, 0.0661
Si, 0.0039, 0.0197, -0.0114
Si, -0.0123, 0.0009, 0.0199
Si, 0.0072, -0.0088, 0.0188
Si, -0.0044, -0.0045, -0.0151
Si, 0.0026, 0.0085, 0.0178
Si, 0.0045, 0.0098, -0.0356
Si, -0.01, -0.0081, -0.0395
Si, 0.0063, -0.0022, 0.033
Si, -0.0322, 0.0194, -0.0135
Si, 0.0329, -0.0273, -0.0176
Si, -0.027, 0.0271, -0.0215
Si, 0.0311, -0.0303, -0.0198
Si, 0.0255, -0.02, -0.0137
Si, -0.0228, 0.0205, -0.0246
Si, 0.0346, -0.0266, -0.0091
Si, -0.0338, 0.0342, -0.0117
Si, -0.0015, -0.0009, 0.0063
Si, -0.0058, 0.0072, 0.0104
Si, 0.0005, -0.0101, 0.0054
Si, 0.0023, -0.0052, 0.0059
Si, 0.0037, 0.0052, 0.0055
Si, -0.0025, 0.0039, 0.0079
Si, 0.0021, 0.0012, 0.008
Si, -0.0018, -0.0055, 0.006
Si, -0.0012, 0.0001, -0.0039
Si, -0.0007, 0.0032, -0.0073
Si, 0.0019, 0.001, -0.0076
Si, -0.0013, 0.0006, -0.007
Si, 0.0031, -0.0029, -0.0071
Si, -0.0054, 0.0029, -0.0058
Si, 0.0001, 0.0015, -0.0072
Si, 0.0003, -0.004, -0.01
Si, 0.029, -0.03, 0.0182
Si, -0.0353, 0.0272, 0.0165
Si, -0.0249, 0.023, 0.0099
Si, 0.0269, -0.0339, 0.0182
Si, -0.0242, 0.0326, 0.0188
Si, 0.0248, -0.0275, 0.0183
Si, 0.03, -0.0278, 0.0112
Si, -0.0358, 0.0351, 0.0202
Si, 0.0143, 0.0006, 0.0308
Si, 0.0037, 0.0021, -0.0291
Si, -0.0065, -0.0013, 0.024
Si, -0.0103, -0.0061, -0.0332
Si, -0.0007, -0.0009, -0.0074
Si, 0.0016, 0.0011, 0.0158
Si, 0.008, 0.0103, -0.0274
Si, 0.0089, -0.0038, 0.0201
Si, 0.01, 0.0037, 0.0169
Si, -0.0141, 0.011, -0.0668
Si, 0.011, -0.0067, 0.0229
Si, 0.0109, -0.0039, -0.0603
Si, -0.0001, -0.0055, -0.0686
Si, 0.0047, 0.0027, 0.0282
Si, -0.0107, 0.0092, -0.0582
Si, -0.0162, 0.0031, 0.0198
Si, -0.0336, 0.0039, -0.0037
Si, 0.006, -0.0427, 0.0007
Si, 0.0343, -0.0238, 0.0026
Si, -0.0151, 0.0371, -0.0167
Si, 0.0119, -0.0164, 0.0301
Si, -0.0206, 0.007, 0.0138
Si, -0.0148, 0.0201, 0.0263
Si, 0.0414, -0.012, -0.0058
Si, -0.0464, 0.0278, 0.0545
Si, 0.0255, -0.0387, 0.0535
Si, 0.0357, -0.01, 0.038
Si, -0.0102, 0.0378, 0.0518
Si, -0.0007, -0.0309, 0.0563
Si, -0.0103, 0.0221, 0.0442
Si, -0.0451, 0.0133, 0.0476
Si, 0.0441, -0.0294, 0.0475
O, -0.0078, -0.0194, -0.0101
O, -0.0121, 0.0008, -0.0153
O, -0.0044, -0.0055, -0.0025
O, 0.0102, 0.0024, 0.009
O, 0.0193, 0.0122, -0.0055
O, -0.0278, -0.0047, -0.0175
O, 0.0063, 0.0292, 0.0056
O, 0.015, 0.0026, 0.0007
O, 0.0124, 0.0086, -0.005
O, -0.0094, -0.0106, 0.0054
O, -0.0126, -0.0185, 0.0017
O, 0.0155, -0.0073, 0.0134
O, 0.0025, -0.0072, -0.0028
O, 0.0164, 0.0241, -0.0151
O, -0.0121, -0.0181, -0.0122
O, -0.0115, 0.0186, 0.0212
Si, -0.009, -0.0119, 0.0115
Si, 0.0028, 0.0032, -0.0056
Si, -0.0084, -0.0009, 0.0067
Si, 0.0058, -0.0031, -0.0023
Si, -0.005, -0.0042, 0.0004
Si, -0.0023, 0.0078, -0.0094
Si, -0.0019, -0.0048, 0.0026
Si, 0.0018, -0.0015, -0.0114
Si, -0.0015, 0.0041, -0.005
Si, -0.003, 0.003, 0.0047
Si, 0.0001, -0.0076, 0.0123
Si, 0.0011, -0.0011, 0.0027
Si, 0.0019, -0.0015, 0.009
Si, -0.0039, 0.0075, -0.0024
Si, -0.0053, 0.0056, -0.009
Si, 0.0023, -0.0042, -0.0023
Si, -0.0055, -0.0041, 0.0048
Si, -0.0022, 0, -0.0112
Si, -0.0004, 0.0017, 0.0018
Si, 0.0006, 0.0011, -0.0016
Si, -0.0019, 0.0072, 0.0004
Si, -0.003, 0.0012, -0.0003
Si, -0.0046, -0.001, 0.0038
Si, 0.0041, 0.0029, -0.0047
Si, -0.0023, 0.0009, -0.0005
Si, 0.0064, 0.0033, -0.0047
Si, -0.0019, -0.0144, 0.0032
Si, -0.0005, -0.0024, -0.0008
Si, -0.0025, 0.003, -0.0048
Si, 0.0006, 0.0028, 0.0012
Si, 0.0011, -0.0001, 0.0036
Si, -0.0045, -0.0047, 0.0027
Si, -0.0034, 0.0038, 0.0155
Si, -0.0009, -0.0061, -0.0023
Si, 0.0013, 0.0011, -0.0016
Si, 0.0036, 0.0005, 0.0006
Si, 0.0047, -0.0013, -0.0016
O, -0.0154, -0.0104, 0.0041
O, -0.0078, -0.0017, -0.0136
O, -0.0007, 0.0147, -0.0096
O, -0.0114, -0.0056, 0.0036
O, -0.0049, -0.0092, 0.0167
O, 0, -0.0244, 0.0077
O, 0.0271, 0.003, -0.0022
O, 0.0111, 0.0293, 0.0045
O, 0.0192, -0.0033, 0.0031
O, 0.0153, 0.0136, 0.0059
O, 0.011, -0.0084, 0.0156
O, 0.0134, 0.0015, -0.0018
O, 0.0056, 0.0222, -0.0024
O, 0.0106, 0.001, -0.0079
O, -0.0008, -0.0144, -0.0025
O, -0.0153, -0.003, 0.0063
O, 0.0008, 0.01, 0.0039
O, 0.0032, 0.0073, -0.0144
O, -0.008, -0.0042, 0.0196
O, -0.0027, 0.0148, 0.0246
O, -0.0163, -0.004, -0.0141
O, 0.0039, 0.0222, -0.0052
O, -0.0257, 0.0061, 0.0122
O, 0.0147, 0.0113, 0.0049
O, 0.0264, -0.0077, 0.0083
O, 0.0089, 0.0064, -0.0078
O, 0.0026, -0.0024, -0.0079
O, 0.001, -0.0097, -0.0126
O, 0.003, 0.0083, 0.0306
O, 0.0118, -0.0105, 0.0066
O, -0.0284, 0.0003, -0.0064
O, -0.0113, -0.0163, -0.0094
O, 0.0137, -0.0113, -0.0139
O, 0.0074, 0.0238, 0.0056
O, -0.0035, -0.0165, -0.0183
O, 0.0233, 0.0075, -0.0142
O, -0.0211, -0.0108, -0.001
O, -0.0044, 0.0085, -0.0137
O, -0.0071, -0.0019, 0.0042
O, -0.0063, -0.0084, 0.0034
O, -0.0078, 0.0156, 0.0236
O, -0.0125, 0.0181, -0.0163
O, -0.0008, -0.0144, 0.0156
O, -0.0071, -0.0311, -0.012
O, 0.0133, -0.0069, 0.0043
O, 0.0019, -0.003, -0.0267
O, -0.0097, 0.0241, -0.0183
O, 0.0205, 0.003, 0.0117
O, -0.0175, 0.0056, -0.0135
O, 0.0129, 0.0135, 0.0072
O, 0.0086, 0.001, -0.0071
O, 0.0123, -0.0117, -0.0073
O, -0.0289, 0.0142, 0.0107
O, -0.0117, 0.0062, 0.0023
O, -0.0015, 0.0062, 0.0071
O, -0.0003, -0.0063, -0.0011
O, 0.0011, -0.0162, -0.0132
O, 0.0062, -0.0114, -0.0043
O, 0.0176, -0.0053, 0.0172
O, 0.0069, -0.01, -0.0011
O, -0.0074, -0.0019, -0.0043
O, 0.0049, 0.0245, 0.0081
O, 0.0004, 0.0078, -0.0153
O, -0.0151, -0.0174, -0.0071
O, -0.0083, -0.0112, 0.0135
O, 0.0069, -0.007, 0.0063

The program warned: the cutoff lies below the one the program advises for these potential files; the exchange-correlation potential is rough where the density is thin.
